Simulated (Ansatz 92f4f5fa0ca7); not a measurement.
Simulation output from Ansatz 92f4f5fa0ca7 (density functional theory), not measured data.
Periodic cell of 176 atoms, Si99O77, from a study of silicon, its oxide and their interface. The atomic structure is a simulated model.

Settings: functional PBE; potential files Ansatz PAW; basis plane waves; wave-function cutoff 700 eV; density cutoff ratio 5; exchange-correlation grid ratio 2; k mesh 2 x 2 x 1, shifted by 0.5 0.5 0.5 of a step; self-consistency stop 5e-08 eV per atom in the density residual; occupations Fermi-Dirac, 0.05 eV; spin none; net charge 0.

Cell vectors (angstrom)
a	11.5983	0	0
b	0	11.5983	0
c	-1.8929	4.2387	22.7544

Atoms: element, x, y, z (angstrom)
Si	0.8103	5.1294	-0.4583
Si	1.1402	8.6467	0.7233
Si	0.3099	3.9611	-3.0392
Si	2.5303	3.7182	0.1156
Si	4.108	6.0713	-0.715
Si	1.782	1.4563	-4.2982
Si	7.1017	2.8348	1.4033
Si	8.859	6.893	-0.098
Si	8.8839	11.3859	-1.4908
Si	6.1975	0.7445	-0.5484
Si	2.2336	6.6247	0.6762
Si	1.3322	12.6667	0.1787
Si	9.4453	3.0231	0.9137
Si	6.7125	6.822	1.0429
Si	6.7928	10.8926	1.278
Si	10.2867	5.1967	0.6272
Si	10.2268	8.62	0.8668
Si	9.1229	10.6803	0.7218
Si	2.5075	5.2254	2.6092
Si	2.16	9.5975	2.6702
Si	2.1557	12.0503	2.5433
Si	6.5346	4.9208	2.4593
Si	6.2289	8.7842	2.3412
Si	6.5186	12.6447	2.8241
Si	10.3221	5.726	2.9543
Si	10.1248	8.1476	3.1292
Si	10.2034	12.6971	2.9166
Si	0.662	5.1069	4.1365
Si	0.5161	8.9749	4.2123
Si	0.4973	12.5194	4.2284
Si	4.5134	5.0149	3.7674
Si	4.2607	8.8701	3.7346
Si	4.2927	12.6487	3.781
Si	8.3227	4.9841	4.0731
Si	7.9895	8.7197	3.9762
Si	8.3349	12.5899	4.327
Si	0.6024	3.022	5.3849
Si	0.6261	7.0498	5.531
Si	0.4812	10.7038	5.8011
Si	4.4218	3.0667	5.1209
Si	4.4129	6.8852	5.1688
Si	4.3712	10.7414	5.2532
Si	8.3562	3.0478	5.5247
Si	8.1409	6.8981	5.4433
Si	8.2398	10.5428	5.4818
Si	2.6102	3.0792	6.6625
Si	2.6476	6.9538	6.7636
Si	2.6295	10.6918	6.9904
Si	6.2813	2.9644	6.7078
Si	6.1837	6.7793	6.7368
Si	6.2475	10.6562	6.7174
Si	10.3151	3.4312	6.8329
Si	10.1261	7.4881	6.6675
Si	10.0644	10.0367	6.8871
Si	4.1292	4.6286	9.4657
Si	3.5582	7.5981	10.4968
Si	3.5185	1.1477	7.8489
Si	2.3321	5.009	8.0596
Si	5.6908	8.7094	7.9304
Si	5.8641	1.0011	8.0313
Si	11.9757	5.5915	9.4653
Si	10.1071	5.6025	8.0333
Si	9.7294	11.455	8.8006
Si	6.1057	4.8292	8.1467
Si	3.3307	8.6485	8.2703
Si	3.1688	2.3424	9.8471
Si	8.2392	4.7734	9.2339
Si	7.7348	6.371	12.0226
Si	7.3205	11.6258	10.6248
Si	9.9713	2.2543	8.8584
Si	12.1798	7.3277	11.1505
Si	11.7716	2.7496	10.2446
Si	11.1308	2.4565	21.4799
Si	10.8264	2.9067	14.4128
Si	0.5148	11.6668	17.5435
Si	2.3845	4.4842	19.942
Si	9.3946	3.6159	17.1814
Si	4.0321	5.1941	17.5042
Si	8.8454	6.3129	21.9521
Si	6.2695	8.8434	10.9661
Si	10.5156	5.9176	13.4786
Si	6.8113	11.2743	20.2812
Si	11.9964	7.1806	15.8707
Si	5.8384	8.4465	15.4059
Si	6.295	10.0447	17.7358
Si	9.2683	0.4528	12.9743
Si	11.3762	10.3955	11.1926
Si	2.1777	11.195	19.8711
Si	1.8345	1.3252	14.9471
Si	4.1113	2.3677	16.6527
Si	5.6731	5.7928	14.0714
Si	8.5126	2.085	19.6577
Si	3.3715	7.1254	15.1858
Si	7.8789	10.4257	15.3336
Si	6.3984	4.0332	16.3895
Si	-1.4134	9.4528	16.9581
Si	4.1982	11.775	18.8803
Si	1.1883	1.7187	19.8695
Si	1.7428	0.8218	11.9458
O	2.3934	2.858	19.8566
O	7.3788	0.444	-1.667
O	6.3129	2.3019	-0.0011
O	2.4807	2.1655	-0.3309
O	5.5774	6.605	-0.1976
O	2.7888	0.646	-3.3287
O	2.5764	3.7383	1.7695
O	10.3522	2.6715	2.3288
O	10.1212	11.8076	1.5024
O	8.653	3.172	9.4826
O	6.4675	10.4233	11.3269
O	4.0358	6.0006	10.4372
O	6.531	8.5936	9.3757
O	0.5073	1.8732	11.6225
O	13.7683	7.6936	11.375
O	11.6917	4.3544	10.606
O	8.3792	10.9222	9.5971
O	3.4657	5.2757	19.0082
O	9.6652	2.4258	20.7408
O	0.4143	1.5037	18.3733
O	8.1892	5.1147	21.0317
O	7.18	2.9539	20.0334
O	3.897	4.4161	-0.543
O	10.2046	3.0439	15.9071
O	10.6533	10.9961	17.2306
O	5.6655	5.0494	17.4545
O	4.7439	0.591	-1.2841
O	1.73	11.36	-0.7729
O	-2.1185	8.8176	18.2943
O	4.7863	10.6704	17.8029
O	10.8077	6.5838	14.9404
O	3.8285	1.4813	17.9704
O	8.1611	0.821	11.8066
O	1.586	2.5848	9.3873
O	3.1106	1.4316	11.2452
O	12.4103	2.577	14.6727
O	7.2625	10.9884	16.7634
O	7.378	7.9417	11.7621
O	0.6819	6.1381	17.0928
O	3.597	6.5198	16.6852
O	8.134	5.5766	10.6691
O	12.9078	10.9263	11.435
O	11.5998	6.5291	12.4472
O	6.3716	5.6767	12.617
O	10.0439	1.7663	13.5493
O	8.1152	0.5119	19.7489
O	11.013	11.0296	9.7443
O	6.3435	12.569	9.6827
O	7.9845	4.2054	16.6116
O	1.2235	0.3353	16.0926
O	4.2201	8.5339	15.117
O	9.0438	2.3738	18.1559
O	3.4197	3.8465	16.8003
O	4.045	6.0964	14.0747
O	6.6523	9.615	14.6031
O	8.9866	6.2811	13.0603
O	6.8186	9.9329	19.2895
O	10.6814	4.3028	13.599
O	6.1677	8.5884	17.0104
O	10.2114	4.7737	17.995
O	4.7281	8.4166	11.3287
O	5.4115	12.1008	19.9529
O	8.4484	11.5074	14.2829
O	1.3226	10.6099	18.5215
O	5.7477	2.5268	16.5349
O	-0.0977	8.6059	16.4826
O	9.1089	9.42	15.735
O	6.393	6.9999	14.9166
O	11.3651	8.7665	11.0877
O	0.9135	5.2283	-2.1634
O	6.0043	4.4136	14.8512
O	1.7756	7.3698	14.9984
O	1.9952	0.5747	13.5258
O	10.3368	10.9442	12.3734
O	3.3572	1.7424	15.3581
O	8.9823	7.5309	20.7838
O	1.3492	2.7819	-3.475

Results
free energy: -106731.027 eV
free energy less fixed offsets of O -569.03, Si -635.61 eV per atom: 9.673 eV
pressure: -0.52 GPa
stress xx, yy, zz, yz, xz, xy (GPa, positive in tension): 0.86, 0.21, 0.5, 0.05, 0.42, -0.2

Forces (eV/angstrom), in the order of the atoms: element, x, y, z
Si	0.0394	0.1401	-0.2521
Si	-0.2392	0.2039	0.16
Si	0.2361	0.1441	-0.3795
Si	0.115	-0.1204	0.2014
Si	-0.3809	-0.3074	0.4244
Si	-0.0052	0.002	-0.5821
Si	-0.4513	-0.1519	-0.3246
Si	0.186	0.1323	-0.1373
Si	-0.1244	0.0703	-0.2869
Si	-0.1215	-0.2838	-0.2456
Si	-0.1239	0.4401	-0.194
Si	0.4505	0.0232	-0.4273
Si	0.483	0.4922	0.2555
Si	-0.2707	-0.1525	-0.3974
Si	0.0224	-0.2067	0.2683
Si	-0.1733	-0.0761	0.2733
Si	0.3247	-0.0802	0.0133
Si	-0.0185	-0.0933	0.0343
Si	-0.1461	-0.6062	-0.2195
Si	0.1085	0.2703	-0.2106
Si	0.1582	-0.1126	0.3139
Si	0.0354	0.0318	0.2186
Si	0.1275	0.4228	0.063
Si	0.0281	-0.1728	0.5361
Si	-0.0657	0.1203	0.0894
Si	0.0524	-0.1102	0.0154
Si	-0.204	0.332	-0.1212
Si	-0.0262	0.0452	0.1732
Si	-0.1505	-0.2804	-0.0281
Si	0.492	0.0094	0.2442
Si	0.4393	0.0782	0.0639
Si	-0.0286	-0.065	0.0985
Si	-0.2007	0.0623	0.0089
Si	0.1432	-0.1687	-0.1574
Si	0.0838	0.0814	-0.0417
Si	-0.2002	0.0416	-0.0621
Si	0.0433	0.1035	0.1328
Si	0.2597	0.0656	0.1034
Si	0.0148	0.0553	0.0442
Si	-0.0665	-0.0481	0.1479
Si	-0.0798	0.163	-0.1457
Si	-0.1821	-0.0242	-0.0315
Si	-0.0256	0.1841	-0.0261
Si	-0.141	0.1462	0.0773
Si	-0.0492	-0.073	-0.1737
Si	0.0171	-0.1304	-0.3457
Si	-0.217	-0.1816	0.0369
Si	0.1354	-0.2375	0.1357
Si	0.0842	0.0326	-0.2066
Si	0.0263	-0.092	-0.0451
Si	0.0485	0.0617	0.0697
Si	0.1295	0.2986	-0.1983
Si	0.0532	0.22	-0.3809
Si	-0.0201	-0.0195	-0.0431
Si	-0.1423	0.3482	-0.0196
Si	-0.1449	-0.0871	0.1359
Si	-0.0724	0.2106	0.0548
Si	-0.0145	0.1376	-0.3977
Si	0.1596	-0.0055	0.1433
Si	0.1586	-0.082	0.0361
Si	0.0009	-0.2549	0.216
Si	0.0639	-0.4711	-0.073
Si	0.0119	-0.8022	0.1429
Si	0.1573	-0.0736	-0.1827
Si	0.0578	0.0781	-0.233
Si	0.1971	-0.4654	-0.0403
Si	-0.1851	0.1336	0.2461
Si	0.0157	-0.138	0.1659
Si	-0.1423	0.1488	0.1237
Si	-0.8355	0.5389	-0.0983
Si	0.0145	0.2376	0.11
Si	1.0619	-0.0498	0.7003
Si	0.3062	0.0285	-0.1654
Si	0.0936	0.0942	0.1502
Si	-0.1863	0.1131	-0.2553
Si	0.2552	0.1812	-0.0709
Si	-0.0549	0.1412	-0.3409
Si	0.0657	-0.0328	-0.288
Si	0.1602	-0.0585	-0.4504
Si	0.1269	-0.0795	0.0039
Si	-0.0944	-0.1926	0.4098
Si	-0.1365	0.0476	-0.1608
Si	0.0547	0.023	-0.0162
Si	-0.0167	-0.0076	0.0241
Si	-0.027	0.0683	-0.1467
Si	-0.0379	-0.0094	0.4998
Si	0.0503	0.0867	0.483
Si	0.0235	-0.0317	-0.448
Si	-0.0428	0.1215	0.1335
Si	-0.0003	0.1314	-0.1376
Si	-0.0267	-0.0019	0.4127
Si	0.018	-0.2006	-0.2236
Si	-0.1037	-0.0169	0.1753
Si	0.0901	-0.0633	0.0637
Si	-0.0198	0.1526	-0.1072
Si	0.0821	-0.0249	-0.296
Si	0.408	-0.0216	-0.274
Si	-0.4065	0.3909	0.0286
Si	0.1724	-0.0725	0.2824
O	-0.0912	-0.2439	-0.081
O	0.2077	0.1011	0.0692
O	0.1656	0.17	0.138
O	0.0423	-0.3893	0.0349
O	0.1792	-0.0239	0.183
O	-0.0721	0.0218	0.2276
O	-0.0789	0.0221	0.046
O	-0.4517	-0.506	-0.127
O	-0.0861	-0.2781	0.1898
O	0.4263	-0.4613	-0.1581
O	-0.0145	-0.004	0.0017
O	0.0298	0.4654	0.1899
O	-0.1349	0.0373	-0.183
O	-0.2179	0.1306	-0.2024
O	0.1538	-0.101	-0.0413
O	-0.0748	-0.0127	-0.2872
O	0.2427	0.1606	-0.267
O	-0.1018	-0.0669	0.2925
O	0.0573	-0.012	0.1035
O	0.1712	-0.1722	0.2288
O	0.1284	0.2413	0.0265
O	-0.0468	0.0735	0.0827
O	0.0599	0.0686	-0.0619
O	-0.0141	-0.0253	0.0529
O	0.1207	0.058	0.1384
O	-0.0915	-0.0486	0.0923
O	-0.1148	0.1544	0.0574
O	-0.3443	0.172	0.2335
O	-0.0449	-0.0992	0.2824
O	-0.0976	0.0809	0.1107
O	-0.0387	-0.0308	-0.1981
O	-0.1316	-0.1846	0.2347
O	-0.0748	0.0279	-0.3253
O	-0.9553	0.1714	0.2159
O	-0.2132	0.0487	0.0388
O	0.0448	-0.0784	-0.0185
O	-0.0702	-0.0489	0.0843
O	-0.0768	0.2054	-0.1331
O	-0.056	-0.0364	0.1827
O	0.0065	-0.0217	0.0523
O	0.0435	-0.0931	-0.1398
O	-0.0344	-0.0356	-0.0782
O	0.147	0.1195	-0.2431
O	0.0262	-0.015	-0.238
O	-0.0608	-0.106	-0.1929
O	0.1028	0.0763	0.1514
O	-0.1187	0.1127	-0.1938
O	-0.0545	0.055	-0.3699
O	0.016	-0.0826	0.1055
O	0.023	-0.0492	0.1588
O	0.1079	-0.1287	-0.068
O	-0.0761	-0.0816	0.2863
O	0.0321	0.037	0.128
O	0.0868	0.0235	-0.1343
O	-0.0194	-0.0511	0.0499
O	-0.1388	0.0492	-0.1655
O	0.0416	0.1483	0.257
O	0.021	0.1006	-0.1193
O	0.0327	0.0128	-0.0061
O	0.1055	0.0742	0.2144
O	-0.1381	-0.1092	-0.0736
O	0.0297	-0.0495	0.1006
O	0.0107	0.0615	-0.1826
O	0.1794	0.0217	0.2214
O	-0.041	0.0176	0.0462
O	-0.03	0.0001	0.0507
O	-0.0157	0.0156	0.0717
O	-0.0532	0.0087	-0.1031
O	-0.0446	-0.0428	-0.0678
O	-0.0116	-0.0146	0.3095
O	-0.0099	0.0182	-0.1154
O	-0.0004	-0.0061	-0.0547
O	-0.0362	-0.028	-0.2073
O	0.1266	-0.1195	-0.3072
O	-0.0044	-0.0305	-0.0072
O	-0.2707	-0.4594	0.2582
O	-0.0563	0.1343	0.2976

The program warned: the cutoff lies below the one the program advises for these potential files.
